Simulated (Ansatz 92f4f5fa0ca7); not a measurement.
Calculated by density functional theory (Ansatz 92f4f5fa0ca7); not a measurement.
Periodic cell of 267 atoms, Si160O101As6, from a study of silicon, its oxide and their interface. The atomic structure is a simulated model.
Doubt: the cutoff is low for norm-conserving oxygen, so forces and energies are approximate.
Doubt: the program's own warning below bears on the result.

Settings: functional HSE06; potential files SPMS norm-conserving; basis plane waves; wave-function cutoff 800 eV; density cutoff ratio 4; exchange-correlation grid ratio 1; k mesh 1 x 1 x 1, Gamma-centred; occupations fixed; spin none; net charge 0.

Cell vectors (angstrom)
a  11.6015  0  0
b  0  13.3963  0
c  0  0  30.92

Atoms: element, x, y, z (angstrom)
Si  11.7911  -0.0823  24.4419
As  3.9525  -0.0831  23.9102
Si  7.7526  -0.0395  24.4908
Si  1.8301  3.3572  24.223
Si  5.8746  3.2775  24.2135
Si  9.8117  3.2218  24.3783
Si  11.6502  6.7064  23.9845
As  3.9673  6.624  23.9266
As  7.7692  6.618  23.8822
Si  2.1836  9.8766  24.0409
Si  5.8728  9.9864  24.1203
Si  9.8409  10.0365  24.088
Si  11.6954  2.1547  25.2747
Si  3.858  2.1668  24.8538
Si  7.792  2.2211  25.1181
Si  1.9977  5.6047  24.9367
Si  5.8634  5.5418  24.9795
Si  9.7189  5.5583  24.9015
Si  11.7502  8.9045  24.8687
Si  4.017  8.7857  25.0067
Si  7.8594  8.8671  24.8455
Si  2.1344  12.1271  25.0091
Si  5.791  12.2014  25.0761
Si  9.7572  12.2173  25.0307
Si  11.6587  2.1903  27.5646
Si  3.8763  2.2183  27.2753
Si  7.7723  2.2314  27.4498
Si  1.9573  5.5817  27.327
Si  5.8354  5.5492  27.3471
Si  9.714  5.5709  27.3048
Si  11.6753  8.8999  27.2863
Si  3.9373  8.8799  27.3714
Si  7.7958  8.9109  27.2736
Si  2.018  12.192  27.3773
Si  5.8202  12.24  27.4183
Si  9.7229  12.2292  27.3928
Si  2.0092  1.052  28.1714
Si  5.8053  1.1097  28.1459
Si  9.6884  1.0694  28.1911
Si  11.6321  4.4717  28.1621
Si  3.8796  4.4401  28.126
Si  7.7805  4.4737  28.1611
Si  1.9789  7.797  28.1513
Si  5.8709  7.7805  28.1421
Si  9.7255  7.805  28.1157
Si  11.6562  11.1158  28.1503
Si  3.9192  11.1013  28.1946
Si  7.7735  11.1247  28.1502
Si  1.9336  1.1164  30.5251
Si  5.8008  1.1164  30.5251
Si  9.6679  1.1164  30.5251
Si  0  4.4654  30.5251
Si  3.8672  4.4654  30.5251
Si  7.7343  4.4654  30.5251
Si  1.9336  7.8145  30.5251
Si  5.8008  7.8145  30.5251
Si  9.6679  7.8145  30.5251
Si  0  11.1635  30.5251
Si  3.8672  11.1635  30.5251
Si  7.7343  11.1635  30.5251
Si  0  0  0.3944
Si  3.8672  0  0.3944
Si  7.7343  0  0.3944
Si  1.9336  3.3491  0.3944
Si  5.8008  3.3491  0.3944
Si  9.6679  3.3491  0.3944
Si  0  6.6981  0.3944
Si  3.8672  6.6981  0.3944
Si  7.7343  6.6981  0.3944
Si  1.9336  10.0472  0.3944
Si  5.8008  10.0472  0.3944
Si  9.6679  10.0472  0.3944
Si  11.5378  0.064  2.7719
Si  3.8547  0.0457  2.7313
Si  7.6708  0.0496  2.7769
Si  1.8602  3.3712  2.8055
Si  5.7578  3.38  2.766
Si  9.6051  3.3664  2.7883
Si  11.6284  6.7251  2.7605
Si  3.8092  6.7183  2.7644
Si  7.7487  6.7448  2.7389
Si  1.9007  10.0818  2.7487
Si  5.764  10.0446  2.7471
Si  9.6403  10.0975  2.7683
Si  11.5068  2.276  3.6645
Si  3.812  2.2688  3.554
Si  7.6584  2.2802  3.6584
Si  1.9111  5.5821  3.6788
Si  5.7848  5.6438  3.438
Si  9.6877  5.6249  3.5008
Si  11.5712  8.9615  3.5469
Si  3.8154  8.9556  3.5466
Si  7.7116  8.9691  3.5322
Si  1.9038  12.3533  3.4247
Si  5.7454  12.2702  3.5178
Si  9.5956  12.3445  3.575
Si  11.3627  2.3148  6.103
Si  3.7444  2.2706  5.9267
Si  7.5396  2.3474  6.0971
Si  1.888  5.6228  6.134
Si  5.7342  5.7079  5.7572
Si  9.6758  5.7375  5.8411
Si  11.5282  8.9563  5.9015
Si  3.7119  8.9585  5.9161
Si  7.6934  8.9946  5.8808
Si  1.8218  12.4251  5.7347
Si  5.6855  12.1952  5.8631
Si  9.4599  12.3464  5.9568
Si  1.7566  1.2237  6.6956
Si  5.6032  1.0067  6.7038
Si  9.3787  1.1611  6.9583
Si  11.4574  4.5798  6.9254
Si  3.9603  4.511  6.7196
Si  7.6926  4.7372  6.6059
As  1.8253  7.8872  7.0176
Si  5.7164  7.8988  6.6528
As  9.604  7.9077  6.9387
Si  11.5103  11.2787  6.4708
Si  3.6182  11.2066  6.6572
As  7.5955  11.1491  6.9508
O  11.2427  4.6787  8.6066
O  9.0733  1.197  8.6388
O  3.2602  11.2311  8.2906
O  5.3715  0.6144  8.3072
O  4.5131  4.4274  8.2957
O  0.2601  11.5992  8.0591
O  5.7856  7.8186  8.3216
O  7.799  5.3754  8.1463
O  1.8258  1.2693  8.3636
O  2.5106  9.6287  22.4081
O  0.5003  -0.096  22.8103
O  10.1697  2.9014  22.7693
O  11.609  6.783  22.2972
O  6.0484  3.226  22.5643
O  5.6827  10.0817  22.4533
O  1.239  3.515  22.6425
O  10.0997  10.1826  22.4284
O  7.5489  0.018  22.8529
Si  0.9543  4.393  14.9047
Si  6.2253  8.0351  12.5669
Si  11.4919  7.4255  20.7772
Si  2.4116  9.2976  20.7967
Si  9.3156  1.2179  17.6479
Si  11.3142  4.7451  19.2542
Si  3.0588  2.3819  14.2064
Si  4.4651  0.8028  19.4341
Si  8.6915  4.1328  17.6265
Si  8.7413  11.9966  19.2654
Si  4.74  7.9202  16.5762
Si  8.7831  0.1367  9.8831
Si  4.8304  4.8619  9.8389
Si  -0.1203  3.1132  21.8066
Si  8.2559  0.3544  21.4499
Si  10.7651  10.1539  11.7813
Si  6.2591  2.6014  21.0845
Si  4.4378  9.942  14.1843
Si  4.144  3.0365  17.0945
Si  6.0478  11.6363  18.5461
Si  10.3004  4.9163  12.7933
Si  1.0842  1.3387  9.8155
Si  9.5093  9.721  20.9668
Si  6.0443  4.7721  18.7379
Si  6.3094  9.6916  20.995
Si  7.9525  5.1786  9.7469
Si  5.6092  5.9488  14.631
Si  10.6823  3.8501  9.9235
Si  7.6836  0.6721  14.9969
Si  5.0037  12.3998  15.8536
Si  9.6926  12.9885  12.7902
Si  2.0101  12.2297  19.5845
Si  4.8992  7.6826  19.4766
Si  4.9998  7.8823  9.7478
Si  2.0352  13.2574  16.743
Si  9.0355  7.4546  11.7864
Si  3.7869  2.2184  11.2853
Si  1.001  13.2701  14.0328
Si  1.9799  10.7004  12.4586
Si  11.2243  11.978  9.4807
Si  5.5815  0.0121  9.806
Si  3.0575  5.5727  16.1959
Si  11.4929  0.2521  21.352
Si  0.5794  2.5608  17.3761
Si  3.7365  10.8274  9.7987
Si  7.9969  3.7893  14.5753
O  7.7919  12.521  20.4948
O  6.2398  0.03  15.4717
O  1.7318  12.1857  13.0748
O  6.0049  8.1397  20.5767
O  0.4241  13.2606  10.1261
O  5.9264  7.0356  15.8388
O  7.5495  5.1422  18.2268
O  4.1244  1.9032  18.2688
O  11.3652  10.6408  10.3576
O  5.3354  11.3724  17.0968
O  5.0343  1.5694  20.755
O  3.1521  13.3587  19.9193
O  7.6441  11.4135  18.2105
O  3.4505  6.9611  16.9312
O  4.2737  6.4167  10.0131
O  9.8847  11.3714  12.4783
O  9.8735  0.1901  21.4965
O  9.4238  13.3431  18.6653
O  1.7919  12.2218  17.9724
O  6.0484  8.1067  10.9599
O  2.5797  10.9582  10.9466
O  5.6141  13.1861  18.8732
O  10.8476  1.6857  17.5748
O  4.756  11.4961  14.5242
O  0.7799  3.6745  18.5833
O  5.4723  6.7318  13.2017
O  10.0699  4.7604  18.2121
O  0.5648  9.859  12.5933
O  5.6755  9.3824  13.2865
O  11.7378  6.3023  19.5915
O  1.7569  1.4238  17.2227
O  3.0584  9.8477  13.3298
O  1.9515  1.188  14.1147
O  9.985  6.497  12.6678
O  7.1877  -0.1023  10.0819
O  8.9814  4.0569  13.2799
O  7.703  1.8152  20.9611
O  4.0699  9.22  9.7632
O  0.9721  8.6078  20.5492
O  9.6032  12.2139  9.3634
O  5.1964  8.4528  18.0442
O  9.0231  3.9286  9.9296
O  7.9088  9.7034  21.135
O  9.8756  8.8224  11.469
O  11.0324  4.4317  11.4094
O  -0.1722  2.3942  9.8406
O  6.7161  4.7868  14.4717
O  5.6773  10.671  19.826
O  3.4861  8.2197  20.1477
O  8.7111  0.645  16.26
O  9.3764  0.4379  11.3988
O  4.0116  2.2483  12.9023
O  6.4321  4.8049  10.2589
O  6.1853  3.8418  20.054
O  7.8256  7.909  12.778
O  8.5183  6.5516  10.4868
O  8.4135  -0.1878  13.799
O  0.9711  12.7663  15.5942
O  3.0115  4.2346  17.1638
O  4.0603  3.7465  10.75
O  10.0569  8.2219  20.5911
O  9.8007  10.8503  19.7869
O  11.0822  0.1652  13.4775
O  4.2647  9.095  15.5659
O  1.5452  5.7343  15.628
O  11.3695  4.8465  13.9671
O  4.8725  1.1162  10.7712
O  8.467  2.5593  18.1124
O  5.1218  6.069  19.1768
O  2.4884  10.7378  20.0286
O  4.0059  2.4174  15.5684
O  0.2559  1.7798  20.9414
O  3.5953  13.1556  16.2292
O  8.7579  4.127  15.9883
O  5.496  3.9134  17.4375
O  2.167  3.7326  14.0488
O  0.3775  3.3182  15.9625
O  0.5941  12.6324  20.2988
O  7.4815  2.2343  14.5303
O  4.9584  11.9055  10.0942
O  2.2479  1.7566  10.8935
O  4.1544  5.3172  14.998
O  10.9576  4.2106  20.7453

Results
free energy: -79314.786 eV
free energy less fixed offsets of As -2657.37, O -447.96, Si -113.29 eV per atom: -0.206 eV
gap between the highest filled and lowest empty level on this k mesh: 1.528 eV

The program warned: the cutoff lies below the one the program advises for these potential files; the model core charge is not resolved on the grid; the forces do not sum to zero within the program's tolerance; the exchange-correlation potential is rough where the density is thin.
